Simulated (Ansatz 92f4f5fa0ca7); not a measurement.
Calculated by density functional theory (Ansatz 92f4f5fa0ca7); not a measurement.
Periodic cell of 284 atoms, Si196O88, from a study of silicon, its oxide and their interface. The atomic structure is a simulated model.

Settings: functional PBE; potential files Ansatz PAW; basis plane waves; wave-function cutoff 700 eV; density cutoff ratio 5; exchange-correlation grid ratio 1; k mesh 2 x 2 x 1, shifted by 0.5 0.5 0.5 of a step; self-consistency stop 5e-08 eV per atom in the density residual; occupations fixed; spin none; net charge 0.

Cell vectors (angstrom)
a  10.938  0  0
b  0  10.938  0
c  0  0  43.3058

Atoms: element, x, y, z (angstrom)
Si  0  0  41.2538
Si  5.469  0  41.2538
Si  2.7345  2.7345  41.2538
Si  8.2035  2.7345  41.2538
Si  0  5.469  41.2538
Si  5.469  5.469  41.2538
Si  2.7345  8.2035  41.2538
Si  8.2035  8.2035  41.2538
Si  1.3673  1.3673  42.6211
Si  6.8362  1.3673  42.6211
Si  4.1018  4.1018  42.6211
Si  9.5708  4.1018  42.6211
Si  1.3673  6.8362  42.6211
Si  6.8362  6.8362  42.6211
Si  4.1018  9.5708  42.6211
Si  9.5708  9.5708  42.6211
Si  2.7345  0  38.5193
Si  8.2035  0  38.5193
Si  0  2.7345  38.5193
Si  5.469  2.7345  38.5193
Si  2.7345  5.469  38.5193
Si  8.2035  5.469  38.5193
Si  0  8.2035  38.5193
Si  5.469  8.2035  38.5193
Si  4.1018  1.3673  39.8866
Si  9.5708  1.3673  39.8866
Si  1.3673  4.1018  39.8866
Si  6.8362  4.1018  39.8866
Si  4.1018  6.8362  39.8866
Si  9.5708  6.8362  39.8866
Si  1.3673  9.5708  39.8866
Si  6.8362  9.5708  39.8866
Si  0  0  3.417
Si  5.469  0  3.417
Si  2.7345  2.7345  3.417
Si  8.2035  2.7345  3.417
Si  0  5.469  3.417
Si  5.469  5.469  3.417
Si  2.7345  8.2035  3.417
Si  8.2035  8.2035  3.417
Si  1.3673  1.3673  4.7843
Si  6.8362  1.3673  4.7843
Si  4.1018  4.1018  4.7843
Si  9.5708  4.1018  4.7843
Si  1.3673  6.8362  4.7843
Si  6.8362  6.8362  4.7843
Si  4.1018  9.5708  4.7843
Si  9.5708  9.5708  4.7843
Si  2.7345  0  0.6825
Si  8.2035  0  0.6825
Si  0  2.7345  0.6825
Si  5.469  2.7345  0.6825
Si  2.7345  5.469  0.6825
Si  8.2035  5.469  0.6825
Si  0  8.2035  0.6825
Si  5.469  8.2035  0.6825
Si  4.1018  1.3673  2.0497
Si  9.5708  1.3673  2.0497
Si  1.3673  4.1018  2.0497
Si  6.8362  4.1018  2.0497
Si  4.1018  6.8362  2.0497
Si  9.5708  6.8362  2.0497
Si  1.3673  9.5708  2.0497
Si  6.8362  9.5708  2.0497
Si  10.8137  0.4464  30.6599
Si  5.7427  10.749  30.2611
Si  2.5205  3.0767  30.4402
Si  8.5856  2.5716  30.3059
Si  0.3244  5.3058  30.3625
Si  5.4181  5.757  30.2673
Si  3.1945  7.9848  30.3739
Si  7.9894  8.527  30.2837
Si  1.407  1.6111  31.9298
Si  6.9223  1.4146  31.57
Si  4.1955  4.2131  31.6314
Si  9.6662  4.1648  31.6849
Si  1.5001  6.8938  31.6448
Si  6.8938  6.949  31.6652
Si  4.2239  9.6276  31.6972
Si  9.5817  9.6538  31.6583
Si  2.7932  0.0563  33.0422
Si  8.223  0.0611  33.0559
Si  0.0083  2.9047  33.2361
Si  5.5309  2.7708  32.9559
Si  2.8206  5.5353  33.0715
Si  8.2532  5.5351  32.993
Si  0.0539  8.2539  32.9717
Si  5.5395  8.2674  33.1053
Si  4.1719  1.4157  34.3876
Si  9.5799  1.4196  34.4559
Si  1.4416  4.2242  34.5038
Si  6.8748  4.1451  34.3592
Si  4.154  6.8981  34.4457
Si  9.6292  6.8855  34.3746
Si  1.3994  9.6139  34.3831
Si  6.8904  9.6331  34.4535
Si  0.0262  0.0279  35.7756
Si  5.4988  0.0444  35.7936
Si  2.7838  2.763  35.7814
Si  8.2053  2.7828  35.7876
Si  0.0286  5.5513  35.8155
Si  5.5083  5.4914  35.7706
Si  2.7531  8.2493  35.7813
Si  8.2545  8.2328  35.7733
Si  1.396  1.3901  37.1431
Si  6.856  1.4007  37.1606
Si  4.1366  4.1254  37.1505
Si  9.5947  4.1339  37.1474
Si  1.3969  6.8868  37.1703
Si  6.8694  6.8588  37.1405
Si  4.1222  9.603  37.1498
Si  9.6025  9.5918  37.1516
Si  2.7179  -0.025  6.1536
Si  8.164  -0.0315  6.154
Si  -0.0357  2.7092  6.1468
Si  5.4471  2.7028  6.1611
Si  2.6981  5.4357  6.1596
Si  8.1826  5.4308  6.1482
Si  -0.019  8.1726  6.1547
Si  5.4247  8.1698  6.1441
Si  4.0788  1.3234  7.5381
Si  9.5171  1.35  7.5088
Si  1.3258  4.0507  7.5285
Si  6.8259  4.052  7.5264
Si  4.0734  6.7868  7.5239
Si  9.5527  6.7775  7.5114
Si  1.3517  9.5345  7.5162
Si  6.7641  9.5377  7.5095
Si  -0.0541  -0.0296  8.8265
Si  5.4191  -0.0509  8.9413
Si  2.6838  2.6683  8.8872
Si  8.1518  2.6734  8.9378
Si  -0.0512  5.3903  8.9159
Si  5.4375  5.3928  8.8722
Si  2.7152  8.1583  8.8963
Si  8.1137  8.1173  8.8056
Si  1.2984  1.2888  10.2406
Si  6.7702  1.3105  10.3406
Si  4.0795  4.0109  10.2375
Si  9.5163  4.0189  10.3277
Si  1.3439  6.7681  10.2321
Si  6.7975  6.7502  10.2346
Si  4.0597  9.4971  10.324
Si  9.4459  9.5311  10.0853
Si  2.5845  -0.1372  11.6503
Si  8.1443  -0.1401  11.6058
Si  -0.0479  2.6269  11.6782
Si  5.3281  2.6063  11.7278
Si  2.746  5.4113  11.5903
Si  8.0772  5.3432  11.6744
Si  -0.1741  8.1363  11.3931
Si  5.453  8.0968  11.652
Si  3.6667  1.4342  13.0221
Si  9.7355  0.9528  12.9246
Si  1.6116  3.8217  12.8728
Si  6.4489  4.2207  13.0367
Si  4.298  6.5419  12.9944
Si  9.2945  6.9994  12.8102
Si  0.9082  9.5879  12.8376
Si  7.0554  9.1957  12.9919
O  1.4128  4.1646  29.8466
O  6.8628  9.6277  29.7522
O  2.6461  2.6657  13.4375
O  8.2114  8.0926  13.4029
O  5.3738  5.3884  13.5384
O  -0.0904  -0.167  13.456
O  4.2656  6.8561  29.8002
O  9.7292  1.4398  29.869
O  1.3334  8.5442  14.0434
O  1.1571  4.6669  14.2166
O  8.9017  1.5012  14.2439
O  6.4701  9.7137  14.4461
O  4.0576  0.6981  14.4457
O  3.6898  7.3364  14.3121
O  7.0509  3.4746  14.3995
O  10.1439  6.5146  14.1327
O  3.1549  2.3083  29.1383
O  4.9844  0.3883  28.9007
O  8.0456  3.268  28.9013
O  10.5738  5.9693  29.008
O  8.5825  7.7599  28.933
O  2.681  8.7483  29.0049
O  6.1879  5.2008  28.8963
O  1.0538  10.8054  29.6741
Si  2.4853  8.1062  15.1075
Si  8.1483  5.5272  19.5258
Si  4.1723  4.4314  20.951
Si  4.3659  1.7428  28.2166
Si  9.3811  1.0987  24.9715
Si  9.6874  1.1417  22.0832
Si  1.3506  9.5997  28.6429
Si  10.0005  8.0818  19.1044
Si  0.8724  6.4162  17.2703
Si  0.5259  9.9243  21.0487
Si  4.5524  1.8882  22.7308
Si  5.6107  8.984  19.9025
Si  7.9569  10.52  18.3737
Si  3.7123  0.0005  15.8836
Si  6.3815  9.5874  16.0679
Si  0.9629  10.6357  25.7947
Si  3.3484  0.1781  20.4831
Si  2.8658  2.0696  18.0303
Si  5.8842  6.9576  17.7239
Si  6.7672  3.8903  28.0851
Si  10.6964  4.1084  22.026
Si  8.493  2.9143  14.9434
Si  3.578  6.5748  23.1202
Si  7.1664  0.0763  23.288
Si  5.1029  4.1835  18.0572
Si  1.7804  4.5937  24.5431
Si  1.4641  4.1653  19.4117
Si  8.0354  5.4022  22.5881
Si  8.2292  4.0836  25.2447
Si  10.06  7.3722  28.3463
Si  10.4476  6.4118  25.3955
Si  10.6727  5.1526  14.8332
Si  0.9471  8.3641  23.7006
Si  2.939  1.9583  25.4095
Si  6.3258  7.9739  22.7645
Si  7.9206  2.7697  18.0365
O  6.2243  8.124  21.1425
O  8.189  0.4827  22.0647
O  7.181  6.2917  18.456
O  5.1207  4.6026  19.6415
O  3.549  1.2268  19.2551
O  6.7379  9.4421  23.3504
O  2.1166  3.3604  25.5516
O  5.1329  10.5279  16.5818
O  1.5397  5.5095  18.4683
O  -0.0951  5.4007  16.4264
O  5.8936  1.0272  22.9998
O  9.0564  2.6613  25.3695
O  2.7463  3.9301  20.3811
O  1.1919  9.2047  25.0629
O  1.5899  10.3514  27.2497
O  9.3098  6.6901  19.6572
O  10.5201  0.3157  20.9644
O  10.6152  7.3904  24.0837
O  3.7587  1.4965  26.7324
O  -0.0252  7.6567  17.8252
O  7.206  4.2059  26.5286
O  9.2543  5.3332  25.3065
O  2.2627  7.5579  23.1373
O  3.1908  5.3433  24.1352
O  1.8739  0.7981  25.0282
O  7.6831  10.2729  16.7769
O  6.2547  7.989  16.4973
O  6.3437  3.146  17.8329
O  6.689  10.0252  19.2701
O  5.0837  5.6104  17.2162
O  0.2702  4.3854  20.4978
O  2.9403  9.5148  15.7703
O  0.0269  8.5855  20.3004
O  9.1351  9.4316  18.74
O  5.073  7.889  18.807
O  4.8153  3.3038  21.9474
O  7.5295  5.2078  21.0282
O  10.1082  7.279  26.7286
O  1.9156  10.3869  20.3781
O  0.0793  8.608  28.7571
O  7.5369  4.2873  23.7374
O  3.4858  0.9876  21.8877
O  3.9657  2.212  24.1923
O  0.9568  4.0982  23.1739
O  7.4983  6.8726  23.0825
O  3.7944  3.3429  17.5992
O  5.5699  2.8093  28.0649
O  10.3503  0.2651  26.0041
O  4.9145  7.4696  23.4646
O  1.4326  2.7771  18.4887
O  2.7869  1.0264  16.7723
O  8.5605  4.0289  18.9142
O  0.922  5.6077  25.4877
O  4.4149  9.9032  20.4649
O  7.9185  0.3891  24.7184
O  0.584  9.4864  22.6018
O  9.802  2.7447  21.8359
O  8.1665  1.2225  18.6317
O  9.6678  5.2907  22.4795
O  1.9792  7.0856  16.2751
O  9.6035  3.997  14.4884
O  8.5658  2.7479  16.5458
O  10.2615  0.9859  23.5996
O  3.935  5.8757  21.679

Results
free energy: -174668.737 eV
free energy less fixed offsets of O -569.03, Si -635.61 eV per atom: -14.537 eV

Forces (eV/angstrom), in the order of the atoms: element, x, y, z
Si  0.0407  0.0182  0.0057
Si  0.0063  0.0182  -0.0011
Si  0.0206  0.0022  0.0035
Si  0.0145  0.0282  -0.0027
Si  0.0108  0.0228  0
Si  0.0263  0.0141  0.001
Si  0.0114  0.0286  -0.0028
Si  0.024  0.0111  -0.0003
Si  -0.021  -0.0003  0.0021
Si  -0.0009  -0.0093  0.0016
Si  -0.0116  0  -0.0023
Si  -0.002  -0.0133  0.0039
Si  -0.0013  -0.0094  0.0015
Si  -0.0119  -0.0039  -0.0012
Si  -0.003  -0.0128  0.0032
Si  -0.009  -0.0004  -0.0043
Si  0.0291  0.0729  0.0132
Si  0.0828  0.0644  -0.0505
Si  0.0639  0.0612  -0.1043
Si  0.0347  0.0827  0.1063
Si  0.0872  0.0585  -0.0469
Si  0.0621  0.0736  0.0025
Si  0.0629  0.1755  0.1667
Si  0.0689  0.0432  -0.1258
Si  -0.027  0.0069  -0.0021
Si  -0.0094  -0.0309  -0.0008
Si  -0.014  -0.0156  -0.0067
Si  -0.0237  -0.0181  0.0006
Si  -0.01  -0.0294  -0.0002
Si  -0.0165  -0.0162  -0.0049
Si  -0.054  -0.0009  0.0149
Si  -0.0126  -0.0139  -0.008
Si  0.0286  0.0129  0.0049
Si  0.0278  0.0138  0.0024
Si  0.0153  0.0179  0.0031
Si  0.0313  0.0108  0.0016
Si  0.0078  0.0147  -0.0019
Si  0.0184  0.0193  0.0061
Si  0.0145  0.0345  -0.003
Si  0.0248  0.0058  0.0023
Si  -0.0613  -0.0776  0.0544
Si  -0.0922  -0.0751  -0.0124
Si  -0.0615  -0.0919  0.1127
Si  -0.0406  -0.0618  -0.1139
Si  -0.0422  -0.0944  -0.002
Si  -0.0402  -0.078  0.0556
Si  -0.1229  -0.079  -0.0806
Si  -0.068  -0.0831  0.0928
Si  0.0027  0.0136  -0.0017
Si  0.014  -0.0036  0.0004
Si  0.0163  0.0017  0.0038
Si  0.0024  0.0098  -0.0012
Si  0.0086  0.0001  0.0013
Si  0.0043  0.0127  -0.0013
Si  -0.0015  0.014  -0.0055
Si  0.0127  0.0019  0.002
Si  -0.0196  -0.031  0.0014
Si  -0.0293  -0.011  0
Si  -0.0217  -0.0059  0.001
Si  -0.0133  -0.0253  0.0014
Si  -0.0238  -0.0094  0.0002
Si  -0.0051  -0.0191  -0.002
Si  -0.0232  -0.0393  -0.0038
Si  -0.0237  -0.0083  0.001
Si  0.0127  0.0296  -0.0215
Si  0.0056  -0.0268  -0.0364
Si  -0.0402  -0.0089  -0.0244
Si  0.0304  -0.0132  -0.0333
Si  0.009  -0.0242  -0.0335
Si  -0.0067  0.0198  -0.0381
Si  0.0262  -0.0107  -0.0393
Si  -0.0235  0.005  -0.036
Si  -0.0009  0.0162  -0.0203
Si  -0.0096  -0.0101  0.0041
Si  -0.0074  0.0074  0.0057
Si  0.0114  -0.0136  -0.0082
Si  0.0023  -0.0054  0.0107
Si  -0.002  -0.009  0.0007
Si  -0.0019  -0.0045  0.0126
Si  -0.022  0.0095  0.0103
Si  0.0163  -0.0099  -0.0161
Si  -0.0045  0.0005  -0.0029
Si  -0.0058  0.0076  0.001
Si  0.0024  -0.0033  0.0079
Si  -0.0055  0.0016  -0.0066
Si  0.0013  0.0023  0.0079
Si  0.001  0.0019  -0.0005
Si  0.0009  -0.0056  -0.0061
Si  0.0121  0.0097  -0.0045
Si  -0.0091  -0.0023  -0.0273
Si  0.0111  0.0141  -0.0238
Si  0.0056  -0.002  -0.0117
Si  -0.0007  -0.0056  -0.0089
Si  0.0139  0.0083  -0.0118
Si  0.0054  0.0034  -0.0087
Si  0.0086  0.0104  -0.0125
Si  0.0051  -0.0149  -0.0007
Si  -0.0149  0.0083  0.0046
Si  0.0079  -0.0157  -0.0003
Si  -0.0168  0.0039  0.007
Si  -0.0173  0.0056  0.0013
Si  0.0037  -0.0171  0.002
Si  -0.0166  0.0021  -0.0025
Si  0.0011  -0.0128  0.0031
Si  0.0066  0.0004  0.011
Si  0.0048  -0.0001  0.0103
Si  0.0041  0.0035  0.0119
Si  -0.0072  0.0092  0.0119
Si  0.0091  0.0015  0.0072
Si  0.0072  -0.0023  0.0123
Si  0.0016  0.0087  0.0135
Si  0.0023  0.0071  0.0093
Si  -0.0029  -0.0029  -0.0134
Si  -0.0096  0.0055  -0.0129
Si  0.0017  0.0008  -0.0098
Si  -0.0022  -0.0105  -0.013
Si  -0.0046  0.0006  -0.0136
Si  -0.0043  -0.0049  -0.0116
Si  -0.0006  -0.0065  -0.014
Si  -0.0034  -0.0058  -0.0121
Si  0.013  -0.0054  -0.0087
Si  -0.004  0.0156  -0.0043
Si  -0.0013  0.014  -0.0067
Si  0.0153  -0.0017  -0.0061
Si  0.0015  0.0175  -0.0031
Si  0.0175  -0.0074  0.0015
Si  0.0173  -0.0054  0.0009
Si  -0.0031  0.0179  0
Si  0.0003  0.003  0.0228
Si  -0.0088  -0.0103  0.007
Si  -0.0079  -0.0068  0.0185
Si  -0.0073  -0.0102  0.0161
Si  -0.0116  -0.0151  0.0106
Si  -0.0045  0.0003  0.0133
Si  -0.0055  -0.0038  0.0056
Si  -0.0173  -0.0133  0.0211
Si  -0.0082  -0.0001  0.0008
Si  -0.0097  0.0079  -0.0086
Si  0.0102  -0.0069  0.001
Si  0.0003  -0.0021  -0.006
Si  0.0131  -0.0139  0.015
Si  0.0036  -0.0003  -0.0001
Si  -0.0066  -0.0036  0.0017
Si  -0.0092  0.0097  0.0018
Si  -0.0019  0.002  -0.005
Si  0.0022  -0.0133  0.0002
Si  0.0049  -0.0062  -0.0068
Si  0.0133  0.0115  -0.0012
Si  0.0097  0.017  -0.0098
Si  0.0017  0.0226  -0.0047
Si  0.0155  0.0119  0.0122
Si  -0.0046  0.0049  -0.0155
Si  -0.0152  0.0217  0.031
Si  0.0095  -0.023  0.0317
Si  0.0278  -0.0096  0.0306
Si  -0.0156  0.0105  0.0245
Si  0.0125  -0.0214  0.0388
Si  0.0056  0.0349  0.0289
Si  -0.0258  0.0051  0.0268
Si  0.0282  -0.0167  0.045
O  0.0037  0.0098  -0.0224
O  0.0043  0.0048  -0.0186
O  -0.0023  -0.0096  0.0258
O  -0.0143  0.0039  0.0207
O  0.0001  -0.0012  0.0198
O  -0.0116  -0.0064  0.0202
O  0.006  -0.0024  -0.0184
O  -0.0123  0.019  -0.0233
O  0.019  0.0175  -0.0016
O  -0.024  -0.0053  0.0009
O  0.0106  0.0195  -0.0039
O  0.0095  -0.0096  0.0026
O  -0.0099  0.0033  0.0089
O  -0.013  -0.0075  -0.0119
O  0.0136  0.0045  -0.0089
O  -0.006  -0.0208  -0.0023
O  0.0128  0.0037  0.0052
O  0.0075  0.0135  0.0107
O  -0.0184  -0.002  0.0008
O  0.0006  0.0127  0.0061
O  0.0137  0.0108  0.0105
O  -0.0123  -0.0025  0.0122
O  -0.0063  -0.0141  0.0097
O  -0.0176  -0.0317  -0.0119
Si  -0.0046  0.0024  -0.0001
Si  0.0035  -0.0005  0.0057
Si  0.0036  0.0003  0.0025
Si  0.0002  0.0025  -0.0037
Si  0.0024  -0.0025  0.0081
Si  0.0019  0.0009  -0.0038
Si  -0.0119  0.0099  0.0079
Si  0.0123  -0.0016  0.0022
Si  -0.0008  -0.0013  -0.0006
Si  0.0011  -0.0017  -0.0008
Si  -0.0008  0.004  0.0016
Si  -0.0013  -0.0032  0.0022
Si  0.0027  -0.0001  -0.0019
Si  -0.0045  0.0024  0.0025
Si  0.0029  0  0.0043
Si  0.0016  -0.0023  0.0068
Si  -0.0029  0.0001  0.0009
Si  -0.0039  -0.0014  -0.0043
Si  -0.0028  -0.0009  -0.0034
Si  -0.0008  -0.0031  -0.0011
Si  -0.0011  0.003  -0.0024
Si  0.0096  0.0044  -0.0056
Si  -0.0001  0.0021  0.0016
Si  -0.0016  0.0002  0.0034
Si  -0.0019  0.0004  -0.0036
Si  0.0022  -0.002  0.0044
Si  -0.0059  -0.0011  -0.0025
Si  0  -0.0027  -0.0006
Si  -0.0008  0.0001  0.0003
Si  0.0101  0.01  0
Si  -0.0004  0.0079  0.0008
Si  -0.0027  -0.0093  -0.0023
Si  -0.0034  0  0.0033
Si  -0.001  -0.0006  0.0018
Si  0.0014  0.0016  0.0036
Si  0.0031  -0.0023  -0.0059
O  -0.0086  0.0108  0.008
O  0.0138  0.0025  0.0275
O  -0.005  0.0035  -0.005
O  -0.0198  -0.0158  -0.0059
O  -0.0128  -0.0026  0.0029
O  -0.0035  -0.0013  -0.0158
O  0.0033  -0.0093  -0.0161
O  0.0056  -0.0027  -0.0219
O  -0.0139  -0.0097  -0.0047
O  0.0186  0.0195  -0.0118
O  -0.0039  -0.0074  -0.0007
O  -0.0147  0.0016  -0.0126
O  0.0146  0.0114  0.0025
O  0.0008  0.0023  -0.013
O  -0.0092  0.0002  -0.0049
O  0.007  -0.0035  0.0007
O  -0.0029  -0.0004  0.0201
O  0.013  -0.0038  0.0068
O  -0.0025  0.0103  -0.0009
O  -0.003  -0.0149  0.0174
O  0.0121  -0.0121  0.0102
O  0.0012  -0.0111  0.0073
O  -0.0005  -0.0019  0.0139
O  -0.0256  -0.0005  -0.0081
O  0.0057  0.0021  0.0232
O  -0.0181  -0.0118  0.016
O  0.0031  0.0181  0.01
O  0.0086  0.0065  0.0117
O  0.0042  -0.0098  -0.015
O  -0.0013  -0.0013  0.0138
O  -0.0013  0.0073  0.0021
O  0.0037  0.0001  -0.0087
O  -0.0027  0.0014  -0.0116
O  -0.0055  0.0001  -0.0001
O  0.0248  0.0072  0.0034
O  -0.0235  -0.0061  -0.0106
O  0.0206  0.0169  -0.0069
O  0.0086  -0.0093  0.0044
O  0.004  0.0078  0.0063
O  0.0048  -0.0154  -0.0215
O  0.0179  0.015  -0.0013
O  0.0212  0.004  -0.011
O  -0.0112  -0.0051  -0.0063
O  0.0016  0.0164  0.0105
O  -0.0126  -0.0056  -0.0086
O  0.0023  -0.0105  0.0158
O  0.0012  0.0003  -0.0017
O  0.0138  0.0049  -0.0032
O  0.0124  -0.0017  -0.0225
O  0.0229  0.0113  0.0036
O  0.0239  -0.0028  -0.0015
O  -0.0176  0.0057  -0.0037
O  -0.005  0.004  -0.0198
O  0.0061  0.0033  -0.0064
O  0.0181  0.0118  -0.0313
O  0.011  -0.0071  -0.0072
O  0.0026  -0.0036  0.0029
O  -0.0084  -0.0028  -0.0151
O  -0.0074  -0.0211  -0.0097
O  -0.0087  0.0055  -0.0045
O  -0.0036  0.0014  0.0288
O  -0.0108  0.0043  -0.0003
O  -0.0383  0.0033  -0.0063
O  0.002  -0.0198  0.0065

The program warned: the cutoff lies below the one the program advises for these potential files; the exchange-correlation potential is rough where the density is thin.
